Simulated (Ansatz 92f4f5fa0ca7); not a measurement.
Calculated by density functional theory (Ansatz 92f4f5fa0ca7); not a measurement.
Periodic cell of 208 atoms, Si124O76B8, from a study of silicon, its oxide and their interface. The atomic structure is a simulated model.
Doubt: the cutoff is far below the 930 eV that the study's wrapper takes by default for these files, so forces and energies are approximate.

Settings
functional: PBE
potential files: Ansatz PAW
basis: plane waves
wave-function cutoff: 580 eV
density cutoff ratio: 5
exchange-correlation grid ratio: 1
k mesh: 1 x 1 x 1, Gamma-centred
self-consistency stop: 5e-08 eV per atom in the density residual
occupations: fixed
spin: none
net charge: 0

Cell vectors (angstrom)
a 10.938 0 0
b 0 10.938 0
c 0 0 31.4412

Atoms and the computed forces on them: element, x, y, z (angstrom), force x, y, z (eV/angstrom)
B 10.2218 0.7513 24.912 0.0954 0.0141 -0.0053
Si 6.1291 10.5888 24.1738 -0.0139 0.0629 0.0385
B 1.729 3.2359 25.0311 -0.0392 0.107 0.0453
B 9.0633 2.0928 24.9467 0.0212 -0.0852 -0.007
B 0.6004 4.6013 24.9377 -0.3532 -0.3135 0.0438
Si 4.5532 5.5284 23.9033 -0.0282 -0.1092 0.0241
Si 3.2432 7.6152 24.0608 -0.0686 0.0093 0.0175
Si 7.6793 8.7234 24.0904 0.0543 -0.0351 0.0369
Si 1.2561 1.2668 25.1495 -0.2387 0.0642 0.0666
Si 7.1187 1.5022 25.3672 -0.0566 -0.1134 0.0214
Si 3.7034 3.8628 25.4138 -0.0285 0.1023 0.015
Si 9.5552 4.0588 25.15 0.4619 0.054 0.0239
Si 1.2663 6.5914 25.1855 0.1229 -0.0214 0.0713
Si 6.6671 6.7226 25.1196 0.0053 0.0174 -0.0259
Si 4.1921 9.5108 25.2887 0.0155 -0.0111 -0.0072
Si 9.6131 9.7219 25.2359 -0.081 0.047 -0.022
Si 2.7343 -0.0241 26.5828 -0.0046 0.0309 -0.0386
Si 8.2382 -0.0269 26.7643 -0.0351 -0.031 -0.0593
Si 0.0123 2.7471 26.6316 0.0197 0.0708 -0.0896
Si 5.4659 2.7301 26.6159 -0.0152 0.0211 -0.0344
Si 2.7094 5.5221 26.7499 0.0283 0.0333 -0.0549
Si 8.171 5.468 26.5461 0.0242 -0.012 -0.0513
Si 0.0108 8.1809 26.5439 0.0093 0.0106 0.003
Si 5.5072 8.141 26.6719 -0.0009 0.0177 0.0093
Si 4.1018 1.3673 28.0229 0.0183 -0.232 -0.4522
Si 9.5708 1.3673 28.0229 0.3413 -0.0004 0.7908
Si 1.3673 4.1018 28.0229 0.0075 0.2557 0.6689
Si 6.8362 4.1018 28.0229 -0.184 0.1492 -0.481
Si 4.1018 6.8362 28.0229 0.2302 0.2756 0.5653
Si 9.5708 6.8362 28.0229 -0.1882 0.0984 -0.7918
Si 1.3673 9.5708 28.0229 -0.0527 -0.3095 -0.6174
Si 6.8362 9.5708 28.0229 -0.036 -0.474 0.4771
Si 0 0 29.3902 0.1183 0.1929 -0.0176
Si 5.469 0 29.3902 -0.0891 -0.0964 -0.0425
Si 2.7345 2.7345 29.3902 -0.0631 -0.0454 -0.0806
Si 8.2035 2.7345 29.3902 0.1207 0.1091 -0.0783
Si 0 5.469 29.3902 -0.0916 -0.1801 -0.0435
Si 5.469 5.469 29.3902 0.0665 0.1257 0.0062
Si 2.7345 8.2035 29.3902 0.1263 0.0502 -0.0148
Si 8.2035 8.2035 29.3902 -0.0364 0.0528 -0.0252
Si 1.3673 1.3673 30.7574 0.0395 -0.0858 -0.0195
Si 6.8362 1.3673 30.7574 -0.0529 -0.1135 -0.0157
Si 4.1018 4.1018 30.7574 -0.0303 -0.0438 -0.0193
Si 9.5708 4.1018 30.7574 -0.0856 0.0578 0.0478
Si 1.3673 6.8362 30.7574 -0.0241 0.0099 -0.0097
Si 6.8362 6.8362 30.7574 0.0078 -0.0612 -0.0138
Si 4.1018 9.5708 30.7574 -0.0797 -0.0175 0.0609
Si 9.5708 9.5708 30.7574 -0.1103 -0.1458 -0.0098
Si 2.7345 0 0.6835 -0.0024 0.164 0.0016
Si 8.2035 0 0.6835 0.1056 0.0696 -0.0134
Si 0 2.7345 0.6835 0.1205 -0.0329 -0.0433
Si 5.469 2.7345 0.6835 0.0291 0.0841 0.0064
Si 2.7345 5.469 0.6835 0.0707 0.051 -0.008
Si 8.2035 5.469 0.6835 -0.0353 0.1246 -0.0092
Si 0 8.2035 0.6835 0.0455 0.1106 0.0009
Si 5.469 8.2035 0.6835 0.133 -0.0224 -0.0453
Si 4.1018 1.3673 2.0507 -0.0524 -0.1358 0.0574
Si 9.5708 1.3673 2.0507 -0.0799 0.0468 0.0524
Si 1.3673 4.1018 2.0507 -0.1149 -0.0642 0.0538
Si 6.8362 4.1018 2.0507 0.0793 -0.0117 0.0602
Si 4.1018 6.8362 2.0507 -0.0129 0.1163 0.0615
Si 9.5708 6.8362 2.0507 -0.0644 -0.1272 0.0583
Si 1.3673 9.5708 2.0507 0.074 -0.129 0.0369
Si 6.8362 9.5708 2.0507 -0.1378 -0.0715 0.0666
Si 0 0 3.418 -0.0391 0.0621 0.6104
Si 5.469 0 3.418 -0.0595 -0.0165 -0.6178
Si 2.7345 2.7345 3.418 0.111 0.1351 0.8616
Si 8.2035 2.7345 3.418 -0.1475 -0.2087 -0.8553
Si 0 5.469 3.418 -0.137 -0.0787 -0.7254
Si 5.469 5.469 3.418 0.1799 0.1667 0.5259
Si 2.7345 8.2035 3.418 -0.1708 -0.0035 -1.0915
Si 8.2035 8.2035 3.418 0.1398 0.1818 0.8862
Si 1.3429 1.3675 4.8826 -0.0265 -0.0247 0.046
Si 6.8263 1.3704 4.7031 -0.0767 -0.0742 0.1112
Si 4.131 4.1417 4.875 0.0288 0.0145 0.0621
Si 9.5522 4.0762 4.7211 -0.0383 -0.0498 0.2306
Si 1.3622 6.8403 4.6661 -0.0617 -0.0654 0.1324
Si 6.8321 6.8496 4.8932 -0.0348 -0.0367 0.0688
Si 4.0384 9.5847 4.7154 -0.0399 -0.0448 0.2417
Si 9.5744 9.6092 4.9098 0.0281 0.0169 0.0641
Si 2.7524 -0.0449 6.2432 0.0194 -0.0514 0.0239
Si 8.2559 0.2775 6.2469 -0.0786 0.0195 -0.0765
Si -0.0867 2.7827 6.2356 -0.0347 0.0303 0.0264
Si 5.7391 2.8645 6.1783 0.0462 -0.0483 -0.0642
Si 2.8525 5.7651 6.1416 -0.0602 0.0771 -0.0688
Si 8.2775 5.3955 6.2319 0.031 0.0421 -0.0194
Si 0.2853 8.3073 6.1656 0.0106 -0.0784 -0.0849
Si 5.3495 8.2956 6.203 0.0173 0.035 -0.0236
Si 4.5239 1.1674 7.453 -0.0754 0.0976 -0.0423
B 8.9047 2.2116 6.6556 0.1456 0.0926 -0.0648
Si 1.118 4.623 7.3725 0.0937 -0.0805 -0.0439
B 7.6873 3.4793 6.6406 0.0159 0.0138 -0.0737
B 3.4497 7.7057 6.6203 0.0366 -0.0036 -0.0782
Si 10.2327 6.4063 7.355 -0.0516 0.0737 -0.0586
B 2.2008 8.9349 6.6323 0.1015 0.1645 -0.08
Si 6.2945 10.2165 7.4132 0.0654 -0.0569 -0.0738
O 3.7595 1.9411 8.7627 0.0104 -0.0067 0.0019
O 6.7611 9.3909 8.7803 -0.0178 0.0058 -0.0019
O 9.5445 7.0236 8.7387 0.0062 -0.0141 0.01
O 1.9101 3.974 8.7137 -0.011 0.0065 -0.004
O 3.3528 8.3534 22.5546 0.0161 0.0022 0.0205
O 4.3372 4.8182 22.3644 0.0309 0.0108 -0.0102
O 6.0168 0.2276 22.6222 0.0063 -0.0107 0.0233
O 7.9017 8.4798 22.4661 -0.0011 -0.0038 0.0151
Si 9.5155 -0.1344 16.9158 0.0002 0.0006 -0.0117
Si 4.6565 3.9219 21.0097 -0.0172 0.0037 0.0183
Si 5.499 -0.103 17.0845 -0.0004 0.0013 -0.0073
Si 10.6721 2.2634 15.4245 0.0015 0.0006 -0.0055
Si 9.2071 2.3398 12.5722 -0.0017 0.0022 0.0037
Si 1.4696 7.8648 11.7047 0.0102 0.0054 0.0118
Si 8.7327 9.6595 14.274 0.004 -0.0017 0.0016
Si 8.9016 4.3847 16.8121 0.0007 0.001 -0.0063
Si 8.8866 6.4399 14.5141 0.0004 0.0008 0.0013
Si 1.763 5.9933 16.402 -0.0008 -0.0018 -0.0079
Si 6.8283 0.2262 12.5342 0.0016 0.0068 0.0118
Si 2.4294 2.5795 18.9923 0.0008 0.0039 0.0095
Si 7.7405 10.7231 19.2144 -0.0003 0.0036 -0.001
Si 5.1606 2.4526 13.7856 0.0006 0.0055 -0.0045
Si 0.1861 4.5066 18.7499 0.0036 -0.0001 0.0042
Si 0.6313 10.4597 13.3139 -0.0001 -0.0033 0.0004
Si 2.9883 8.0607 20.9971 -0.0082 -0.0087 -0.0085
Si 5.0414 4.6591 11.4797 0.0043 -0.0089 0.0066
Si 3.4941 -0.1966 19.456 -0.0022 0.0026 -0.0039
Si 4.9067 6.0599 16.7724 -0.0009 0.0002 -0.0068
Si 5.8526 1.025 21.2314 -0.0087 0.0134 -0.0114
Si 8.1793 8.0786 20.929 0.0046 -0.0082 -0.0177
Si 7.9904 5.2285 12.0262 -0.008 -0.0079 0.0088
Si 2.7852 2.0932 15.8948 0.001 0.003 -0.0082
Si 9.5441 7.3619 10.3209 -0.0015 -0.0143 0.0133
Si 6.8659 9.0793 10.3639 -0.007 0.0045 0.0174
Si 2.2682 10.0049 15.8807 0.0053 0 -0.0073
Si 4.7694 8.5615 14.9859 -0.0037 0 -0.0023
Si 0.4987 8.4946 17.4564 -0.0005 -0.004 -0.0049
Si 5.5817 6.4939 19.755 -0.0012 0 -0.0096
Si 6.1881 3.0813 16.3356 0.001 -0.0002 -0.0098
Si 0.1751 7.01 20.2867 -0.0023 -0.0151 0.0017
Si 1.0051 2.4141 11.9983 0.0019 0.002 0.0065
Si 0.8657 5.3332 13.56 -0.001 -0.0029 0.0046
Si 3.0104 3.1449 9.6033 0.0089 0.0003 0.0271
Si 4.4995 7.6541 11.9033 -0.0035 -0.005 0.0104
O 10.2832 5.7911 13.9582 0.0023 -0.0004 -0.0014
O 4.9071 3.4545 12.555 -0.0009 0.004 -0.0035
O 4.192 7.163 20.3293 -0.0031 0.0038 0.0041
O 9.103 6.0035 11.1199 0.0075 0.0187 -0.0124
O 3.8664 2.5896 14.7781 0.0002 -0.0003 0.0017
O 6.5076 10.502 11.0901 0.0007 -0.0102 -0.0205
O 1.3331 2.4774 15.2908 -0.0013 -0.0001 0.0035
O 0.3567 7.7939 18.8858 -0.0007 0.0041 0
O 6.9417 7.1485 20.3853 -0.0024 0.0028 0.0064
O 9.9465 10.2165 13.3096 0.0034 -0.0006 0.0029
O 7.6189 3.4076 17.0344 -0.0012 -0.0003 0.0036
O 1.0156 10.198 14.8702 0.0008 0.0005 -0.0035
O 0.1619 7.78 10.6974 -0.0041 -0.0042 -0.0114
O 7.9982 1.3194 12.2764 -0.0002 -0.0004 -0.0017
O 1.2295 0.9755 12.809 -0.002 -0.0009 -0.004
O 0.8639 3.0627 19.1055 0.0029 0.0023 -0.0051
O 5.6834 1.5593 16.8553 0.0008 -0.0008 0.0036
O 1.0887 5.061 17.5294 0.0008 0.0001 0.0016
O 3.0364 0.488 15.9127 -0.0012 -0.0018 0.0041
O 4.1785 10.4933 17.9986 0.0018 -0.0004 0.0046
O 5.5136 2.6047 21.4689 -0.002 0.0076 -0.0001
O 4.7894 8.4422 13.3353 0.0027 -0.0009 -0.0048
O 5.2898 4.4633 16.5643 0.0014 0.0007 0.0031
O 8.9415 0.4391 18.3297 0.0027 -0.0023 0.0007
O 1.6904 9.607 17.3584 -0.0028 -0.0009 0.0017
O 4.4832 6.0359 12.146 0.0027 0.0052 -0.0064
O 3.195 8.7864 15.348 0.0007 0.0008 0.002
O 1.3182 9.2922 12.4486 -0.0041 -0.0031 0.002
O 9.547 4.578 18.3018 -0.0006 0.0011 0.0012
O 2.96 2.7068 17.4182 0.0008 -0.002 0.0001
O 10.543 1.0452 16.4858 -0.0023 0.001 0.0024
O 6.6756 10.2804 18.067 -0.001 -0.0001 0.0037
O 4.6387 0.2903 20.4783 -0.0007 -0.0023 0.0039
O 6.424 2.9291 14.7182 -0.0003 -0.0003 0.0032
O 10.0524 3.6485 15.9522 0.0002 -0.0023 0.0013
O 2.8238 9.405 20.091 0.003 0.0003 0.006
O 8.5476 5.7738 15.9933 0.0015 -0.0001 0.0013
O 4.1672 4.1859 10.1734 -0.0041 -0.0039 -0.0116
O 8.3982 8.5121 10.6471 -0.0034 0.0026 -0.0092
O 7.1871 0.8857 20.2878 -0.0008 -0.002 0.0017
O 7.351 9.9201 13.4567 -0.0023 0.0016 -0.003
O 8.9436 8.0727 14.6214 -0.0013 0.0023 -0.0012
O 3.3765 3.4256 20.0649 0.0048 0.005 0.0044
O 9.8802 1.9898 14.0286 -0.0037 -0.0004 -0.0018
O 1.4482 6.4991 12.5902 -0.0001 0.0041 -0.0068
O 8.6044 3.8257 12.5324 0.0032 0.0002 -0.0006
O 5.7181 8.0145 10.8642 0.0107 0.0082 -0.0111
O 7.7188 6.0877 13.4056 0.0024 0.0001 -0.0035
O 10.072 9.2971 17.1655 0.0008 0.0016 0.004
O 8.2697 9.4062 19.9977 -0.0024 -0.0013 0.0058
O 0.2689 5.3999 20.099 -0.0017 0.0086 -0.0105
O 0.8422 7.353 16.3354 0.0016 0.0004 0.0056
O 1.0023 3.8512 12.8481 0.0006 -0.0009 -0.002
O 8.5285 10.563 15.6332 0.0018 0.0014 0.0022
O 2.1616 2.4917 10.8588 0.0071 0.0047 -0.0157
O 9.6535 7.3555 20.9192 -0.003 0.0025 0.0022
O 5.5854 4.892 20.0831 -0.0043 -0.0007 0.0058
O 3.0385 7.9778 11.1829 -0.0039 0.001 0.0007
O 10.4002 2.2491 11.4411 0.0012 0.0007 -0.0016
O 1.7718 5.3206 14.9229 -0.0028 0.0014 -0.0011
O 3.2885 6.1983 16.915 0.0005 0.0018 0.0039
O 5.3278 7.1227 15.5757 0.0002 -0.0002 0.0027
O 5.5022 9.8705 15.7282 0.001 0.0008 0.0018
O 5.6165 6.6325 18.1298 0.0002 0.0002 0.0023
O 6.6319 4.9332 11.1557 -0.0005 0.0012 -0.0026
O 5.5065 0.9623 13.1827 0.0043 -0.0052 -0.0027
O 2.3853 0.9952 19.3774 0.0058 -0.0053 -0.0018
O 1.5023 7.3828 21.1515 0.0111 0.0066 0.0052

Results
free energy: -123285.382 eV
free energy less fixed offsets of B -154.04, O -568.88, Si -635.61 eV per atom: -2.542 eV

The program warned: the cutoff lies below the one the program advises for these potential files; the forces do not sum to zero within the program's tolerance; the exchange-correlation potential is rough where the density is thin.
